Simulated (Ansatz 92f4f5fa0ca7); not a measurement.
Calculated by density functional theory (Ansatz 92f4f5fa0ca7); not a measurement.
Periodic cell of 375 atoms, Si241O134, from a study of silicon, its oxide and their interface. The atomic structure is a simulated model.
Doubt: the cutoff is far below the 930 eV that the study's wrapper takes by default for these files, so forces and energies are approximate.
This geometry differs little from another in the collection (a relaxation step or a small displacement).

Settings
functional: PBE
potential files: Ansatz PAW
basis: plane waves
wave-function cutoff: 580 eV
density cutoff ratio: 5
exchange-correlation grid ratio: 1
k mesh: 1 x 1 x 1, Gamma-centred
self-consistency stop: 5e-08 eV per atom in the density residual
occupations: fixed
spin: none
net charge: 0

Cell vectors (angstrom)
a, 11.6015, 0, 0
b, 0, 13.3963, 0
c, 0, 0, 42.3919

Atoms and the computed forces on them: element, x, y, z (angstrom), force x, y, z (eV/angstrom)
Si, 0, 2.2327, 1.1851, 0.0542, -0.0077, 0.0141
Si, 3.8672, 2.2327, 1.1851, -0.0055, 0.0076, -0.033
Si, 7.7343, 2.2327, 1.1851, 0.0816, 0.0023, 0.0207
Si, 1.9336, 5.5818, 1.1851, -0.0266, 0.0547, -0.0385
Si, 5.8008, 5.5818, 1.1851, -0.0147, 0.0793, 0.0642
Si, 9.6679, 5.5818, 1.1851, -0.0211, 0.0282, -0.0035
Si, 0, 8.9308, 1.1851, -0.01, 0.009, 0.0358
Si, 3.8672, 8.9308, 1.1851, -0.0481, -0.0426, -0.0145
Si, 7.7343, 8.9308, 1.1851, 0.0021, -0.0889, 0.0495
Si, 1.9336, 12.2799, 1.1851, -0.0071, 0.0056, -0.055
Si, 5.8008, 12.2799, 1.1851, -0.0403, -0.0241, 0.0936
Si, 9.6679, 12.2799, 1.1851, 0.0066, -0.0135, -0.001
Si, 1.9336, 1.1164, 1.9745, -0.0811, 0.1259, -0.0343
Si, 5.8008, 1.1164, 1.9745, -0.1774, 0.0784, -0.0518
Si, 9.6679, 1.1164, 1.9745, -0.2447, 0.032, -0.0429
Si, 0, 4.4654, 1.9745, 0.0343, 0.0634, -0.0348
Si, 3.8672, 4.4654, 1.9745, -0.0206, -0.0591, -0.0393
Si, 7.7343, 4.4654, 1.9745, 0.1655, -0.0722, -0.0486
Si, 1.9336, 7.8145, 1.9745, 0.2477, -0.1058, 0.0105
Si, 5.8008, 7.8145, 1.9745, 0.0695, -0.19, -0.0126
Si, 9.6679, 7.8145, 1.9745, 0.0024, -0.0102, 0.0288
Si, 0, 11.1635, 1.9745, 0.0367, 0.0406, -0.0197
Si, 3.8672, 11.1635, 1.9745, -0.0998, 0.0666, -0.0402
Si, 7.7343, 11.1635, 1.9745, 0.1027, 0.0703, -0.0689
Si, 1.9336, 1.1164, 4.3426, -0.3784, 0.1389, -0.6643
Si, 5.8008, 1.1164, 4.3426, -0.4456, 0.3159, 0.6208
Si, 9.6679, 1.1164, 4.3426, -0.614, 0.06, -0.123
Si, 0, 4.4654, 4.3426, 0.286, -0.0327, -0.119
Si, 3.8672, 4.4654, 4.3426, 0.2083, 0.076, 0.0764
Si, 7.7343, 4.4654, 4.3426, 0.4539, -0.0665, 0.7505
Si, 1.9336, 7.8145, 4.3426, 0.4036, -0.1658, -0.3242
Si, 5.8008, 7.8145, 4.3426, 0.2128, -0.6276, -0.0707
Si, 9.6679, 7.8145, 4.3426, 0.0987, 0.1052, -0.171
Si, 0, 11.1635, 4.3426, 0.0865, -0.2751, -0.6024
Si, 3.8672, 11.1635, 4.3426, -0.217, 0.2071, -0.0483
Si, 7.7343, 11.1635, 4.3426, 0.1395, 0.186, 0.4298
Si, 0, 0, 38.0513, 0.0036, 0.0276, 0.0904
Si, 3.8672, 0, 38.0513, -0.0611, 0.2518, -0.0198
Si, 7.7343, 0, 38.0513, -0.3098, 0.3611, -0.0187
Si, 1.9336, 3.3491, 38.0513, 0.0979, -0.1031, 0.0011
Si, 5.8008, 3.3491, 38.0513, 0.1481, 0.0682, -0.3289
Si, 9.6679, 3.3491, 38.0513, -0.2743, 0.138, 0.0648
Si, 0, 6.6981, 38.0513, -0.4965, -0.0674, 0.0439
Si, 3.8672, 6.6981, 38.0513, 0.4316, -0.0428, 0.0838
Si, 7.7343, 6.6981, 38.0513, 0.1173, -0.0629, -1.0442
Si, 1.9336, 10.0472, 38.0513, 0.0287, 0.0045, 0.5462
Si, 5.8008, 10.0472, 38.0513, -0.1495, -0.2431, 0.3901
Si, 9.6679, 10.0472, 38.0513, 0.1725, -0.4067, 0.0668
Si, 0, 0, 40.4195, -0.0066, 0.0145, 0.004
Si, 3.8672, 0, 40.4195, -0.0207, 0.106, 0.022
Si, 7.7343, 0, 40.4195, -0.1275, 0.1181, 0.0364
Si, 1.9336, 3.3491, 40.4195, 0.0543, -0.0086, -0.0042
Si, 5.8008, 3.3491, 40.4195, 0.0813, 0.0206, -0.0101
Si, 9.6679, 3.3491, 40.4195, -0.0887, 0.0714, -0.0041
Si, 0, 6.6981, 40.4195, -0.1795, 0.0015, 0.0123
Si, 3.8672, 6.6981, 40.4195, 0.1333, 0.0133, 0.0346
Si, 7.7343, 6.6981, 40.4195, 0.0548, -0.0397, 0.0969
Si, 1.9336, 10.0472, 40.4195, 0.01, 0.0104, 0.0092
Si, 5.8008, 10.0472, 40.4195, -0.0707, -0.1398, -0.0069
Si, 9.6679, 10.0472, 40.4195, 0.0605, -0.1688, 0.0247
Si, 0, 2.2327, 41.2089, -0.0584, -0.0013, -0.0206
Si, 3.8672, 2.2327, 41.2089, -0.0023, -0.0115, 0.0142
Si, 7.7343, 2.2327, 41.2089, -0.0434, 0.0028, 0.017
Si, 1.9336, 5.5818, 41.2089, 0.0106, -0.0548, -0.0577
Si, 5.8008, 5.5818, 41.2089, -0.0178, -0.0636, -0.0461
Si, 9.6679, 5.5818, 41.2089, 0.0334, -0.0342, 0.0242
Si, 0, 8.9308, 41.2089, 0.026, 0.0067, 0.0383
Si, 3.8672, 8.9308, 41.2089, 0.0502, 0.044, 0.0637
Si, 7.7343, 8.9308, 41.2089, -0.0193, 0.0953, -0.0367
Si, 1.9336, 12.2799, 41.2089, 0.0132, -0.0095, 0.0275
Si, 5.8008, 12.2799, 41.2089, 0.0317, 0.0068, -0.0511
Si, 9.6679, 12.2799, 41.2089, 0.0022, 0.0088, -0.076
Si, -2.5142, 5.3759, 27.4268, 0.0033, -0.0021, -0.0023
Si, 1.9873, -1.7797, 31.9016, 0.0075, 0.0035, 0.0043
Si, 11.4059, 2.1904, 34.0348, 0.0156, 0.007, -0.0136
Si, -0.2205, -0.0343, 27.5422, 0.0055, 0.0011, 0.0003
Si, 8.7198, -3.1344, 20.954, 0.0007, 0.0011, 0.0001
Si, 7.7852, 0.5073, 31.778, -0.0039, 0.0063, 0.0046
Si, -2.8518, 6.2254, 30.4576, 0.0086, -0.0008, 0.002
Si, 5.6683, 5.9381, 31.688, 0.0058, -0.0031, 0.0221
Si, 2.1088, 9.2423, 32.4221, -0.0022, -0.0039, -0.0018
Si, 4.8349, 10.4218, 24.0982, -0.0029, -0.0003, -0.0046
Si, 11.4131, 12.2142, 30.9115, -0.0039, 0.0011, -0.0043
Si, 7.7523, 10.3879, 31.8824, 0, 0.0027, -0.0032
Si, 3.1933, 4.7449, 27.1171, -0.0016, -0.0032, -0.003
Si, 9.5162, -1.4685, 23.36, 0.0016, 0.0003, -0.0001
Si, 10.9191, 0.8918, 29.8154, 0.0131, -0.0074, 0.0072
Si, -3.8537, 9.1164, 33.9618, 0.0006, -0.0022, 0.0002
Si, 4.0277, -0.8267, 30.9739, -0.01, -0.0012, 0.0037
Si, 11.4972, 2.6129, 31.636, -0.0015, 0.0029, 0.0104
Si, 1.6115, 5.4043, 31.8104, 0.0062, 0, 0.0057
Si, -0.9665, 5.0065, 31.6806, 0, -0.0035, 0.0027
Si, 6.123, 12.2016, 32.0175, 0.0041, -0.0065, 0.0047
Si, 7.6352, 15.3926, 33.8576, -0.0025, -0.0036, 0.002
Si, 0.3426, 5.926, 26.9434, 0.0019, -0.003, -0.0023
Si, 13.2137, 8.4438, 28.4357, 0.0006, -0.0005, 0.0022
Si, 4.5605, -1.6012, 28.8214, -0.002, -0.0007, 0.0071
Si, 3.5579, 2.386, 33.952, 0.0056, -0.0002, 0.0001
Si, 9.3806, -1.2582, 32.1543, 0.0043, -0.0091, 0.0014
Si, 1.8847, 5.5897, 34.1751, 0.0003, 0.0035, 0.0032
Si, 5.8103, 5.6257, 34.0177, -0.0023, -0.0015, 0.003
Si, 9.7925, 5.4988, 33.9101, 0.0007, 0.0024, 0.0027
Si, 2.8841, 7.3695, 31.0901, -0.0029, 0.0018, 0.0016
Si, 3.7206, 8.9774, 34.2239, 0.0046, 0.0029, 0.0094
Si, 11.8248, 8.9568, 34.0462, 0.0008, 0.0014, 0.0055
Si, 1.9584, 12.2871, 34.1773, -0.0007, 0.0026, 0.0017
Si, 5.8044, 12.273, 34.3151, 0.0033, 0.001, 0.001
Si, 9.7088, 12.2484, 34.4212, 0.0018, 0.0046, 0.0065
Si, 1.7827, 1.1472, 34.8696, -0.0058, -0.0045, 0.0032
Si, 5.5946, 1.1828, 34.7616, -0.0028, 0.0008, 0
Si, 9.5392, 1.1107, 34.9654, -0.0053, -0.009, 0.0046
Si, -0.0075, 4.403, 34.9529, -0.0017, -0.0017, 0.0021
Si, 3.864, 4.5274, 34.8803, 0.001, 0.0025, -0.0004
Si, 7.7685, 4.3698, 34.6215, 0.0026, 0.0001, 0.0018
Si, 1.9207, 7.7667, 35.109, 0.0012, -0.0033, 0.0026
Si, 5.805, 7.8973, 34.7517, -0.0019, 0.0058, 0.0047
Si, 9.7334, 7.8381, 34.6025, 0.0004, 0.0011, -0.0007
Si, 0.0774, 11.123, 34.9869, -0.0016, 0.0002, 0.0032
Si, 3.8553, 11.172, 35.0224, 0.0001, -0.0056, 0.003
Si, 7.7499, 11.1802, 35.1099, -0.0033, 0.0016, 0.0077
Si, 1.9164, 1.1127, 37.2493, 0.0001, 0.0002, 0.0029
Si, 5.767, 1.1445, 37.1907, -0.0003, 0.0015, 0.0041
Si, 9.6613, 1.1273, 37.3045, 0.0012, 0.0007, 0.0049
Si, 0, 4.4494, 37.2958, 0.0031, -0.002, -0.0005
Si, 3.8704, 4.4708, 37.2546, 0.0008, 0.0003, 0.0038
Si, 7.7407, 4.4399, 37.1295, 0, -0.0026, 0.0035
Si, 1.9305, 7.7938, 37.4015, -0.0005, -0.0047, 0.0035
Si, 5.8012, 7.8337, 37.187, -0.0002, 0.0004, 0.0001
Si, 9.6791, 7.8213, 37.1217, 0.0024, 0.0012, 0.0036
Si, 0.0078, 11.1545, 37.3156, -0.0002, 0.0001, 0.001
Si, 3.8687, 11.1692, 37.3385, 0.002, 0.0025, 0.0023
Si, 7.7313, 11.1603, 37.3962, 0.0018, 0.0014, 0.0011
Si, -0.046, -0.0173, 5.032, -0.0021, -0.0037, -0.0043
Si, 3.7926, -0.0027, 5.1734, -0.0004, -0.0033, -0.0037
Si, 7.6847, 0.0074, 5.1874, 0.0015, 0.0016, -0.0098
Si, 1.9424, 3.3529, 5.152, -0.0008, 0.0045, 0.0015
Si, 5.8086, 3.3915, 5.1983, 0.0012, -0.0037, 0.0001
Si, 9.7652, 3.3064, 5.2229, 0.0004, -0.0028, -0.0012
Si, 0.0133, 6.7162, 5.0892, -0.001, 0.0008, -0.0014
Si, 3.9075, 6.6737, 5.2132, -0.0069, -0.0009, 0.0003
Si, 7.7815, 6.6958, 5.1908, -0.0014, 0.0017, 0.0009
Si, 1.9408, 10.0387, 5.0832, 0.0012, 0.0004, 0.0016
Si, 5.791, 10.0237, 5.0012, 0.0009, 0.002, -0.0133
Si, 9.692, 10.0426, 5.1242, -0.0045, -0.0007, -0.0024
Si, 0.1038, 0.473, 7.2829, 0.0043, -0.0018, -0.0036
Si, 2.5096, 0.1627, 7.214, -0.0088, 0.0048, -0.0116
Si, 6.8468, 0.2042, 7.4636, -0.0067, -0.0048, 0.0308
Si, 1.6156, 3.5029, 7.5162, -0.0006, -0.0089, -0.0064
Si, 5.7713, 3.9969, 7.5674, -0.0078, -0.0032, 0.0023
Si, 10.9372, 2.7593, 7.356, -0.0018, 0.0032, -0.0042
Si, 0.6499, 7.2189, 7.2977, -0.0001, -0.0055, 0.0026
Si, 4.3131, 6.1059, 7.5547, 0.0076, 0.0056, 0.0031
Si, 8.2921, 6.72, 7.5498, -0.0046, -0.0063, 0.0013
Si, 1.3091, 9.4906, 7.2672, 0.0069, 0.0098, 0.0056
Si, 5.6011, 9.7463, 7.2581, -0.0054, 0.0134, 0.0187
Si, 10.5212, 9.846, 7.3215, 0.0014, -0.0024, -0.0056
Si, 4.146, 4.6475, 11.969, 0.0008, -0.0027, 0.0096
Si, 2.0932, 5.6654, 8.1801, -0.0004, 0.0022, -0.0011
Si, 10.4749, -0.1377, 9.2041, 0.0039, 0.0022, 0.0093
Si, 7.7406, 4.7284, 8.6716, 0.002, 0.008, 0.0057
Si, 8.2001, 9.8641, 10.1773, 0.004, 0.0004, 0.0022
Si, 14.3255, 0.4998, 10.6247, 0.0026, 0.0065, -0.0094
Si, -1.3483, 7.7406, 8.3415, 0.0065, 0.0047, -0.0027
Si, 6.8226, 8.6856, 17.0529, -0.0003, 0.0033, 0.0021
Si, 10.6973, 5.7704, 12.0604, -0.0189, 0.0059, -0.0071
Si, 0.3567, 10.8598, 10.5938, -0.0001, -0.0001, -0.0119
Si, 10.023, 11.0096, 9.2189, 0.0106, 0.0072, 0.0092
Si, 14.6192, 15.285, 8.6557, 0.0174, 0.0009, 0.0113
Si, 5.5718, -1.6272, 8.3592, 0.0015, 0.0049, -0.0438
Si, 5.3743, 1.7843, 8.5697, -0.0055, 0.0054, -0.0136
Si, 6.9681, 4.2136, 11.607, 0.0119, 0.0038, -0.004
Si, 0.4691, -0.247, 11.0137, -0.0089, 0.0014, -0.0064
Si, 10.2857, 11.6308, 15.9887, -0.0006, 0.0024, 0.002
Si, 13.451, 5.7401, 10.4695, -0.002, 0.0009, -0.0095
Si, 1.8568, 15.3346, 18.2972, 0.0036, -0.0008, -0.0007
Si, 4.108, 9.551, 10.5199, -0.0022, 0.0016, 0.0078
Si, 6.2345, 13.8048, 10.5961, 0.0023, -0.0057, -0.0122
Si, 3.3282, 12.2826, 8.9315, 0.0139, -0.0185, 0.0204
Si, 8.3034, 14.2287, 9.2515, -0.0023, 0.0051, -0.0101
Si, 11.8908, 14.361, 15.7594, -0.0018, -0.0024, -0.0033
Si, 6.0959, 5.9712, 18.189, -0.0011, 0.0031, 0.0001
Si, 5.038, 7.14, 13.3032, -0.0011, 0.0018, 0.0032
Si, 10.0323, -5.107, 10.6915, -0.0076, -0.0022, 0.0091
Si, 4.4792, 0.5418, 12.3685, -0.0035, 0.0017, 0.0127
Si, 9.5279, 3.0231, 11.4321, 0.0079, -0.0037, 0.0028
Si, 9.3169, 2.9719, 9.0703, -0.0049, -0.0164, 0.001
Si, -0.5534, 14.0259, 12.9232, -0.0008, -0.004, -0.0063
Si, 7.2353, 8.5834, 8.4698, 0.0002, -0.0012, 0.0016
Si, 14.2759, 8.4082, 12.1228, 0.0035, 0.0072, 0.0147
Si, 4.9821, 8.0787, 8.8359, 0.0002, -0.0081, -0.007
Si, 6.1172, 11.2029, 10.56, 0.0013, -0.0073, 0.0228
Si, 10.302, 9.4248, 13.9219, -0.0001, -0.0017, -0.0006
O, 15.3543, 11.3762, 17.8862, -0.0027, 0.001, 0.0023
O, 17.764, -1.0496, 18.362, 0.0025, 0.0025, 0.0037
O, 6.6673, -0.1115, 20.739, 0.0004, -0.0001, 0.0014
O, 22.5343, 2.422, 24.6214, 0.0007, 0.0015, 0.0027
O, 7.2835, 18.4663, 10.2565, -0.0032, 0.0042, -0.0013
O, 15.1817, -2.9445, 25.1705, 0.0032, 0.0032, 0.0036
O, 18.6848, 13.9504, 23.2688, 0.0008, 0.0004, 0.0041
O, 13.4817, 24.9582, 19.8422, 0.0006, 0.0013, 0.0027
O, 16.1737, 25.8919, 13.224, 0.0006, -0.0025, -0.0015
O, 9.8175, 17.0731, 19.9345, 0.0037, 0.0023, -0.0017
O, 21.1097, 19.241, 15.6536, 0.0001, 0, 0.0012
O, 3.8646, 3.1376, 15.8663, -0.0017, 0.0031, 0.0054
O, 6.1691, 2.3525, 26.7423, -0.0005, -0.0003, 0.0043
O, 7.311, -4.5691, 28.9298, -0.0031, -0.0032, -0.0046
O, 8.2522, 4.0444, 26.9859, -0.0013, 0.0006, 0.0059
O, 8.9438, 6.4647, 26.1936, -0.0013, 0.0019, 0.0055
O, 7.482, 21.859, 24.2433, 0.0002, 0.0019, 0.003
O, 14.6943, 0.45, 23.015, -0.0002, 0, 0.0028
O, 9.7186, -3.5347, 19.7491, 0.001, 0.0009, 0.0016
O, -14.5159, -0.8133, 19.109, 0.0008, 0.0013, 0.0011
O, -0.1549, 18.4481, 18.2277, -0.001, -0.002, 0.0046
O, -0.6465, 8.373, 17.9989, 0.0012, -0.0007, 0.0003
O, 5.091, 10.2554, 28.5682, 0.0023, -0.001, 0.0015
O, -4.295, -6.7694, 22.1957, 0.0014, 0.0008, 0.0029
Si, 8.225, 18.4038, 16.189, -0.0035, -0.0016, 0.0041
Si, 7.1237, -0.8472, 27.412, 0.0007, 0.0033, 0.0056
Si, 3.5356, 4.7665, 22.5464, 0.0022, 0.0014, 0.0044
Si, 8.5377, 14.3233, 29.5422, -0.004, -0.0038, 0.0048
Si, 9.8452, 27.11, 19.1904, -0.0002, -0.0011, 0.001
Si, 16.0364, 16.4646, 14.355, 0.0018, -0.0032, -0.0065
Si, 14.4161, 10.5735, 18.9475, 0.0011, 0.0004, 0.002
Si, 0.7733, 18.4683, 21.498, 0.002, 0, 0.0084
Si, 12.7586, -0.3877, 19.9442, 0.0009, -0.0008, 0.0023
Si, 12.6437, 8.1395, 21.6907, 0.001, 0.0018, 0.0006
Si, 10.5855, 3.6057, 23.5766, 0.0016, 0.0002, 0.0047
Si, 3.9844, 8.9662, 21.4193, 0.0006, 0, -0.0006
Si, 11.392, 4.0603, 19.541, 0.0034, -0.0003, -0.0022
Si, 6.6577, 18.3999, 14.446, -0.0002, -0.0038, 0.001
Si, 9.3141, 28.8696, 16.5328, -0.0002, 0.0006, -0.0016
Si, 4.6831, 2.1515, 26.0885, -0.0029, 0.001, 0.0015
Si, 9.9462, 6.2686, 24.8905, 0.0013, 0.002, 0.0026
Si, 8.4403, 26.7323, 14.6272, 0.001, 0.0008, -0.0014
Si, 6.9039, -0.6803, 24.3416, 0.003, 0.002, -0.0006
Si, 21.3281, 9.4376, 18.1869, -0.0004, 0.0014, 0.0025
Si, -3.0931, 9.2035, 29.995, -0.0011, 0.0169, 0.0168
Si, 12.4573, 8.4541, 18.6407, 0.002, 0.0025, 0.0013
Si, 3.7581, 6.6945, 24.9775, 0.0001, -0.0023, 0.0003
Si, 8.1971, 7.7861, 22.9536, 0.0011, -0.0002, 0.0001
Si, 12.6405, 5.8199, 17.3982, 0.0031, 0.0032, 0.0014
Si, 10.9186, 0.8012, 24.6825, 0.001, 0.0003, 0.0042
Si, 3.6407, 17.3989, 17.2299, 0.0015, -0.0006, -0.0007
Si, 13.8292, 10.2888, 9.2745, -0.015, 0.0045, -0.009
Si, 23.425, 9.1603, 12.1181, 0.0067, 0.0013, -0.0013
Si, 5.918, 6.4223, 21.3326, -0.0008, 0.0016, 0.0022
Si, 7.1259, 22.5768, 14.0098, -0.0024, 0.0039, 0.0033
Si, 5.7457, 12.0663, 14.2884, -0.0016, 0.0053, -0.0008
Si, 9.1659, 2.5795, 20.9934, 0.0006, -0.0032, 0.0051
Si, 15.0494, 14.881, 30.3394, -0.0042, -0.002, -0.0105
Si, 4.0692, 1.7573, 23.0898, 0.0021, 0.0006, 0.0034
Si, 17.6394, 8.629, 24.9483, -0.0015, -0.0048, 0.0014
Si, 6.4499, 9.6705, 27.8363, 0.001, 0.0048, 0.0051
Si, 7.1138, 3.1928, 27.7754, 0.001, -0.0019, -0.0051
Si, 4.8528, 3.9489, 29.4887, 0.0024, 0.0022, -0.0083
Si, -4.943, 1.1235, 21.7774, -0.0009, -0.0008, 0.0028
Si, 10.7913, 6.6262, 15.0502, -0.0003, 0.0047, 0.0004
Si, 5.2704, 11.4888, 17.3077, 0.0025, -0.0008, 0.0002
Si, -8.865, 13.6429, 27.6547, 0.0013, -0.0012, 0.0005
Si, 11.1103, 10.7638, 29.122, -0.0062, 0.0065, 0.0086
Si, 14.073, 9.3702, 25.6886, -0.0006, -0.0008, -0.0026
Si, 12.1368, 23.8032, 23.7748, 0.0015, 0.001, 0.0003
Si, 13.2328, 13.1256, 22.9673, 0.0006, 0.0014, 0.0023
Si, 7.1775, 12.2505, 19.621, 0.0005, -0.0002, 0.0027
Si, 2.2961, 16.3882, 31.8167, -0.0032, 0.0032, 0.0121
O, 15.3434, 9.7041, 19.9824, 0.0015, 0.0009, 0.0009
O, 19.1461, 2.3555, 21.1288, 0.0024, 0.0028, -0.0001
O, 3.3368, 3.1872, 22.8842, 0.0004, -0.0005, 0.0022
O, 4.7892, 19.5523, 12.0107, 0.0051, -0.0016, 0.002
O, -3.2927, -13.6395, 28.3677, 0.0029, 0.0026, 0.0037
O, 3.8694, 14.3025, 26.7184, 0.0001, 0.0016, 0.0038
O, 14.2978, -5.4728, 24.9677, -0.0028, 0.0008, 0.0022
O, 15.9225, 15.0174, 13.6219, 0.0011, 0.0052, -0.0005
O, -10.9052, 7.23, 27.8468, 0.0002, 0.002, 0.0058
O, 18.7592, 8.4535, 15.4719, 0.0011, -0.0015, 0.0029
O, 5.3991, 3.6902, 11.5065, -0.0028, -0.0057, -0.0001
O, 2.6503, 7.8054, 29.5175, -0.0007, 0.0013, -0.0001
O, 9.8813, 13.5048, 23.6109, -0.0004, -0.0005, 0.0018
O, 24.7855, 4.8713, 26.9076, 0.0014, 0.0012, 0.0032
O, 34.5238, -0.3737, 19.1567, 0.0013, 0.001, 0.0013
O, 10.4329, 21.604, 15.0103, -0.0001, -0.0017, 0.0026
O, 8.6706, -3.898, 13.5348, 0.0041, 0.0009, 0.0027
O, 14.1205, 9.1568, 27.2901, 0.0036, 0.0025, 0.0048
O, 12.0767, 19.7668, 15.9903, 0.0004, -0.0007, 0.0023
O, 6.239, 10.5418, 14.0387, 0.0016, -0.0023, -0.0006
O, 9.6409, 20.2621, 11.475, 0.0039, -0.0048, 0.001
O, 15.3617, 16.87, 26.2876, 0.0014, -0.0011, 0.0039
O, 16.465, 15.2099, 24.5142, -0.0006, 0.0002, 0.0033
O, 5.1385, 15.0551, 21.8769, 0.0006, 0.0008, 0.0022
O, 0.3721, 22.5293, 22.7795, 0.0005, 0.0003, 0.0022
O, 20.1272, 22.3495, 21.8817, 0.0007, -0.0007, 0.0024
O, 21.1785, 20.5916, 23.6069, -0.0003, 0.0013, 0.0012
O, 29.4912, 21.5688, 13.0109, 0.001, 0.0001, -0.0007
O, -11.297, 4.2086, 22.8228, 0.003, 0.0034, -0.0022
O, -3.5178, -1.7798, 24.0622, -0.0002, 0.0004, 0.0034
O, 6.1022, 22.0836, 26.5887, 0.0006, -0.0025, 0.0016
O, -13.5579, 10.0289, 29.156, 0.0041, -0.0005, 0
O, 25.0204, 9.6324, 18.0448, 0.0006, 0.0008, 0.0006
O, -0.9048, 18.4782, 27.5938, -0.001, 0.001, 0.0047
O, 12.1772, 14.2498, 14.1376, -0.0017, 0.0027, 0.006
O, -12.5327, 24.4281, 24.0532, -0.0004, 0.0009, 0.0034
O, 3.1948, -1.2979, 27.9517, -0.0017, 0.0037, -0.0016
O, 9.5788, 16.4005, 22.4802, -0.0013, -0.0005, -0.0004
O, -14.4505, -1.2778, 15.6745, 0.0022, -0.0038, 0.0049
O, 7.2284, 19.5484, 31.1479, 0, 0.0027, -0.0034
O, 14.4812, 17.9365, 10.9668, 0.0018, -0.0005, 0.0031
O, 2.501, 1.1094, 29.0333, -0.0028, -0.0003, 0.0066
O, 12.4061, 0.3471, 24.2127, 0.0027, -0.0004, 0.002
O, 1.291, 0.2205, 26.9556, 0.0054, 0.0009, 0.0023
O, 33.3648, 24.1283, 17.3151, 0.0004, 0.0006, 0.0007
O, 9.7827, 1.1289, 20.5957, 0.0007, 0.0033, 0.0034
O, -5.8627, 12.8044, 28.2475, 0.0041, 0.0019, 0.0033
O, 16.6502, 4.6002, 30.9582, -0.0042, -0.0015, 0.0002
O, 25.5803, 7.1348, 11.1202, 0.0014, -0.004, -0.0066
O, 11.2847, 12.9036, 16.2316, 0.001, 0.0003, 0.001
O, 13.1848, 20.4263, 18.3458, -0.0002, -0.0013, 0.001
O, 21.4597, 4.4179, 12.1891, 0.0019, 0.002, 0.0137
O, 4.7424, -11.0684, 29.715, 0.0006, -0.0021, 0.008
O, 2.6641, 8.1232, 21.8879, -0.0003, -0.0013, 0.0037
O, 0.6456, -3.8209, 29.0923, 0.001, 0.0001, 0.0021
O, -0.1163, 6.4629, 25.4497, 0.0023, 0.0023, 0.0009
O, 11.1703, 25.1322, 27.7864, -0.0022, 0.0009, 0.0034
O, 23.5424, 5.4829, 11.0416, 0.0071, -0.0011, -0.0014
O, 16.7844, 21.2738, 21.2708, 0.0003, 0.002, 0.0018
O, 0.9455, 0.0221, 21.5099, -0.0003, 0.0008, 0.0015
O, -0.8092, 2.1703, 15.8648, 0.0039, 0.0047, 0.0003
O, 2.4128, 18.4448, 21.3898, -0.0031, 0.0008, -0.0008
O, 19.9226, 1.3044, 15.4979, -0.0017, 0.002, -0.0003
O, 0.7204, 8.7425, 20.2257, 0, -0.0002, 0.0031
O, 5.4854, -1.4656, 24.1183, 0.0002, 0.001, 0.0048
O, 5.2227, 7.252, 24.5436, 0.007, 0.005, 0.0026
O, -4.0549, 5.5988, 17.5499, 0.0018, 0, -0.0005
O, 15.971, 10.0809, 22.5531, 0.0027, 0.0019, 0.0064
O, 7.2804, 24.1573, 20.3197, 0.0006, 0.001, 0.002
O, 17.0771, 19.5807, 14.5812, -0.001, 0.0018, -0.0021
O, 7.3192, 10.9331, 27.2518, 0.0019, -0.0014, 0
O, 17.6056, 16.8922, 14.4889, 0.002, 0.002, 0.0013
O, 10.4925, 15.4126, 12.2605, -0.0038, 0.0027, -0.004
O, 10.4942, 13.7736, 26.2092, -0.0035, 0.0006, 0.002
O, 13.1038, 14.8058, 16.7637, 0.0019, 0.0024, 0.0042
O, 16.8393, 12.2135, 15.8397, 0.0002, 0.0017, 0.0009
O, 6.2347, 5.9344, 19.8073, 0.0015, -0.0011, 0.0008
O, -2.1052, 28.1277, 17.9654, 0.0007, -0.0019, 0.0072
O, 30.4511, 18.5593, 12.917, -0.0042, 0.0026, -0.0014
O, 13.9276, 4.9246, 17.0213, -0.0008, -0.0003, 0.001
O, -2.1975, 11.5057, 21.7838, 0.001, 0.0008, 0.0023
O, 7.8844, 2.2864, 28.8836, -0.0004, 0.0035, 0.002
O, 11.2315, 19.5602, 13.5477, 0.0052, 0.0001, 0.0066
O, 5.8624, 7.5108, 17.6709, 0.0011, -0.0016, 0.0012
O, 3.228, 5.5787, 23.9289, 0.0007, -0.0003, 0.002
O, 6.9959, -0.3224, 13.941, 0.0026, 0.0014, 0.0013
O, 15.4792, -7.3103, 26.4918, 0.0019, 0.0004, 0.0051
O, 3.622, 17.556, 13.4374, 0.0012, 0.0037, 0
O, -3.0588, -7.5126, 28.8668, -0.0023, 0.0016, 0.003
O, 19.877, 8.8027, 17.8009, 0.0014, 0.0001, 0.0013
O, -5.6571, 23.4241, 17.1868, 0.0017, -0.0009, 0.0016
O, 12.6136, -3.4828, 25.2465, 0.0012, 0.0007, 0.0039
O, 18.6611, -0.1963, 25.9056, -0.0003, -0.0004, 0.0017
O, 8.7048, 3.5455, 16.7059, 0.0005, 0.0044, 0.0016
O, 16.6047, 5.2393, 22.0045, 0.0015, -0.0001, 0.0021
O, 26.4094, 2.8659, 18.3263, -0.0006, 0.0003, 0.002
O, 2.184, 0.6533, 19.2264, 0, 0.0024, 0.0005
O, 4.9264, -8.4803, 17.6875, 0.0004, 0.001, 0.0004
O, 23.7987, 16.1056, 19.0277, -0.0039, 0.0042, 0.0034
O, -7.0614, 7.1248, 31.3136, -0.0107, 0.0013, -0.0018
O, 9.6664, 13.3496, 13.5429, 0.0003, 0.0028, 0.0049
O, 9.1979, -5.5876, 30.5584, 0, -0.0015, 0.0001
O, 15.1433, -8.821, 28.7136, 0.0014, 0.0011, 0.0051
O, 21.3841, 31.522, 24.4078, 0.0003, -0.004, 0.0004
O, 24.8121, 11.4923, 23.1541, 0.0012, 0.0008, 0.0021
O, 11.9845, 6.6484, 21.7756, 0, -0.0001, 0.0015
O, 7.8943, 16.2539, 11.7509, -0.0022, -0.0016, 0.0036
O, -5.4534, 17.6464, 28.5601, -0.0007, 0, 0.0046
O, 15.1861, 7.9263, 13.466, -0.0025, 0.0024, -0.0033
O, 22.4116, 24.1716, 14.7057, -0.0002, -0.0014, -0.0002

Results
free energy: -229404.548 eV
free energy less fixed offsets of O -568.88, Si -635.61 eV per atom: 7.382 eV

The program warned: the cutoff lies below the one the program advises for these potential files; the exchange-correlation potential is rough where the density is thin.
